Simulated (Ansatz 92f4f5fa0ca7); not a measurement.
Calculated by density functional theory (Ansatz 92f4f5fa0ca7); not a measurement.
Periodic cell of 237 atoms, Si146O90As1, from a study of silicon, its oxide and their interface. The atomic structure is a simulated model.
Doubt: the cutoff is far below the 930 eV that the study's wrapper takes by default for these files, so forces and energies are approximate.

Settings: functional PBE; potential files Ansatz PAW; basis plane waves; wave-function cutoff 580 eV; density cutoff ratio 5; exchange-correlation grid ratio 1; k mesh 1 x 1 x 1, Gamma-centred; self-consistency stop 5e-08 eV per atom in the density residual; occupations fixed; spin none; net charge +1 e, with a uniform compensating background and no finite-size correction.

Cell vectors (angstrom)
a	11.6015	0	0
b	0	10.938	0
c	0	0	32.0622

Atoms: element, x, y, z (angstrom)
Si	-0.1983	-0.0622	23.2657
Si	3.6696	0.1941	23.097
Si	7.5491	-0.1346	23.446
Si	1.6921	1.3671	23.3931
Si	5.728	1.3977	23.1605
Si	9.4391	1.2261	23.3592
Si	0.1677	5.3032	23.4651
Si	4.143	5.3921	23.4326
Si	8.0608	5.6221	23.545
Si	2.1468	6.5911	23.3861
Si	6.0158	6.8067	23.5068
Si	10.0305	6.8758	23.6037
Si	1.8662	2.6176	25.3714
Si	5.8872	2.6394	25.207
Si	9.6313	2.6789	25.2635
Si	11.5962	4.0088	25.3924
As	3.9093	4.0024	25.3328
Si	7.7643	4.1132	25.3417
Si	1.9716	8.1656	25.1885
Si	5.7811	8.1967	25.3775
Si	9.7154	8.2711	25.4353
Si	11.6371	9.5719	25.2645
Si	3.8647	9.5915	25.0649
Si	7.6991	9.5336	25.4182
Si	11.6506	-0.0001	27.2052
Si	3.9091	-0.0542	27.1016
Si	7.7607	-0.0074	27.294
Si	1.9986	1.3083	27.2968
Si	5.8275	1.3309	27.1907
Si	9.6953	1.3383	27.2161
Si	11.5826	5.467	27.2459
Si	3.8408	5.4675	27.3017
Si	7.7215	5.4623	27.2788
Si	1.9162	6.8287	27.1592
Si	5.7769	6.8045	27.2677
Si	9.6564	6.8246	27.2912
Si	1.9351	2.7229	29.1893
Si	5.8071	2.723	29.1162
Si	9.6799	2.727	29.1482
Si	0.0065	4.0982	29.1715
Si	3.8641	4.0618	29.1834
Si	7.738	4.0887	29.1951
Si	1.942	8.1885	29.1119
Si	5.7915	8.1848	29.1897
Si	9.6704	8.1975	29.2195
Si	0.0076	9.5587	29.1421
Si	3.8764	9.561	29.0924
Si	7.7328	9.5493	29.2111
Si	0.0009	-0.0022	31.091
Si	3.861	0.0056	31.0535
Si	7.7285	0.0062	31.1178
Si	1.9292	1.3655	31.1142
Si	5.7953	1.367	31.0557
Si	9.6672	1.3601	31.095
Si	0.0089	5.471	31.0977
Si	3.8685	5.4758	31.0945
Si	7.7386	5.4679	31.128
Si	1.9379	6.8408	31.0664
Si	5.8028	6.8307	31.1158
Si	9.6764	6.828	31.1442
Si	1.9312	2.7483	0.9865
Si	5.7922	2.7459	0.9199
Si	9.6674	2.7333	0.9741
Si	-0.0136	4.1071	0.9615
Si	3.8639	4.1166	0.9743
Si	7.7392	4.1061	0.9992
Si	1.9293	8.2149	0.9405
Si	5.7983	8.2252	0.9646
Si	9.6645	8.2202	1.0105
Si	-0.0053	9.5884	0.9839
Si	3.8604	9.5886	0.9535
Si	7.7367	9.58	0.9898
Si	11.6091	0.033	2.9213
Si	3.8535	0.0213	2.9093
Si	7.7394	0.0241	2.9075
Si	1.9328	1.4008	2.9282
Si	5.809	1.3663	2.8319
Si	9.6615	1.3847	2.9256
Si	11.5637	5.5023	2.8719
Si	3.8775	5.4956	2.9102
Si	7.735	5.5106	2.9215
Si	1.9132	6.8225	2.8575
Si	5.8086	6.8607	2.8878
Si	9.6575	6.8983	2.9741
Si	1.9117	2.8317	4.8251
Si	5.8345	2.722	4.7455
Si	9.5986	2.796	4.8374
Si	11.5414	4.1338	4.7834
Si	3.9174	4.0957	4.8218
Si	7.7155	4.202	4.8844
Si	1.8859	8.1472	4.8006
Si	5.8079	8.259	4.7878
Si	9.6598	8.3204	4.9118
Si	11.6307	9.6522	4.8863
Si	3.8171	9.4847	4.7858
Si	7.721	9.6762	4.8913
Si	11.595	0.2269	6.7773
Si	3.7505	-0.0576	6.6549
Si	7.71	0.0526	6.9128
Si	2.0461	1.5011	6.76
Si	5.7102	1.2718	6.6223
Si	9.6445	1.5175	6.8342
Si	11.5236	5.4956	6.7026
Si	3.9812	5.4267	6.7896
Si	7.7351	5.6663	6.8284
Si	1.9743	6.6391	6.6512
Si	5.8106	6.9735	6.7468
Si	9.7524	7.0363	6.9133
O	9.9926	7.9688	8.3015
O	7.6584	9.9296	8.2229
O	7.3985	4.7265	8.1647
O	3.3733	10.3446	8.208
O	2.0407	7.5467	8.0281
O	4.0041	4.5786	8.245
O	9.7776	2.4434	8.2245
O	2.612	2.3339	8.1229
O	11.3841	4.5687	8.0729
O	5.3599	2.3573	7.8255
O	5.8125	7.9758	8.0877
O	11.3186	10.3062	8.157
O	11.2698	10.0863	21.79
O	3.2232	10.7169	21.5182
O	5.7826	7.7746	22.1646
O	4.261	4.4863	22.0215
O	7.6895	9.6859	22.1883
O	10.3437	7.6616	22.1756
O	1.6327	2.4187	22.1121
O	5.9371	2.4466	21.8702
O	8.4507	4.7058	22.2124
O	-0.0722	4.451	22.0372
O	2.3334	7.372	21.9366
O	9.1153	1.8877	21.8675
Si	1.9138	7.7781	9.6103
Si	5.0365	0.5858	17.6917
Si	2.4907	5.4212	14.0251
Si	10.5644	3.8598	14.0566
Si	8.2776	2.3853	15.2633
Si	9.5462	2.2468	20.3437
Si	10.5037	3.6459	9.0779
Si	0.03	2.3126	11.5698
Si	11.0181	8.1391	15.3948
Si	5.1638	6.9333	13.9957
Si	5.7486	2.6154	11.1211
Si	8.5806	7.6709	19.3864
Si	8.1215	4.8506	20.6281
Si	5.9163	9.5921	15.2042
Si	2.117	7.6375	20.3496
Si	1.923	4.896	18.7871
Si	4.4889	3.4573	18.0292
Si	8.5029	8.9308	16.8188
Si	0.8284	9.4797	13.2995
Si	9.9076	10.6492	11.7222
Si	5.3465	3.7349	21.0368
Si	0.5849	5.529	16.2629
Si	10.7813	9.1435	9.1474
Si	6.5711	8.901	21.2875
Si	7.1139	7.1028	11.4871
Si	2.6734	0.7341	12.2162
Si	10.8969	8.6798	21.035
Si	6.0342	4.3234	15.6415
Si	7.0843	0.4884	12.9764
Si	4.0581	2.9725	8.5942
Si	0.8789	6.7371	11.8992
Si	6.5682	9.0422	9.077
Si	0.6687	3.2915	21.1431
Si	9.7998	6.5057	12.8935
Si	7.7112	4.5325	9.7497
Si	3.9897	10.0701	20.2154
Si	4.2613	3.0361	13.5358
Si	3.8527	10.0089	9.7377
Si	8.0538	0.7804	18.0388
O	11.5066	3.221	12.9051
O	9.3359	4.4704	9.8838
O	8.8067	3.6083	19.8555
O	4.036	-0.0677	18.8043
O	11.3347	4.534	15.3137
O	9.8542	9.7912	10.326
O	3.7623	1.5339	13.1389
O	0.6492	9.0624	14.8664
O	6.4724	0.9799	18.3895
O	4.7265	3.2125	19.6305
O	6.2489	1.1808	11.7471
O	0.5384	8.6185	9.8698
O	5.6447	4.319	17.2378
O	8.4425	7.1936	12.3945
O	4.4044	2.634	10.1592
O	2.0705	5.6581	15.5803
O	3.3764	0.0651	10.9165
O	5.8889	7.2167	12.555
O	2.3086	6.3481	19.3938
O	0.6461	4.9514	17.78
O	8.4113	10.6859	12.3707
O	5.4725	10.0667	9.7019
O	0.6064	8.2066	20.1935
O	9.7701	2.6058	14.6982
O	2.0008	10.5888	13.2217
O	9.9431	9.113	16.1038
O	6.1428	10.3567	13.7761
O	7.4685	1.5958	14.1021
O	1.643	3.9136	20.0285
O	5.8987	5.7887	14.9246
O	7.3381	8.9519	15.6956
O	1.5072	1.6676	11.6032
O	7.1967	8.2833	10.3677
O	4.3208	1.9982	17.305
O	7.0319	3.1597	10.2859
O	11.5383	7.0119	16.4353
O	8.2796	10.1395	17.8497
O	3.2608	8.5366	10.1096
O	7.5824	3.8368	15.5229
O	3.1329	4.318	17.8873
O	2.9037	3.8919	13.7087
O	1.3335	8.1999	12.4458
O	1.2074	5.6751	13.0707
O	4.9763	8.3045	14.8669
O	11.1698	2.386	20.3474
O	10.9777	9.9885	12.7559
O	5.2891	3.5735	12.3714
O	5.0843	3.1926	14.9279
O	6.4903	4.8146	20.5643
O	8.3929	1.5598	16.6552
O	10.4063	1.2389	11.4584
O	10.8741	6.6065	11.6621
O	3.2681	8.6673	19.8566
O	1.7191	6.4322	10.5269
O	7.1649	8.2031	19.9644
O	8.4963	7.586	17.7545
O	3.6746	6.4325	13.6116
O	9.5682	4.9592	13.3594
O	5.5203	10.0001	20.7525
O	10.3227	7.3743	14.1491
O	8.7843	6.1686	19.9639
O	7.0642	5.707	10.6593
O	5.2641	10.5559	16.3741
O	9.0516	1.1489	19.2624
O	11.5718	3.1642	10.191
O	9.7421	8.7066	19.8863

Results
free energy: -148857.924 eV
free energy less fixed offsets of As -4856.12, O -568.88, Si -635.61 eV per atom: -3.544 eV

Forces (eV/angstrom), in the order of the atoms: element, x, y, z
Si	-0.0776	-0.1471	-0.0838
Si	-0.0228	-0.0841	-0.1772
Si	0.1139	-0.1249	-0.0374
Si	0.0228	0.0691	-0.1822
Si	-0.0061	0.0889	-0.185
Si	-0.0101	0.1297	-0.1506
Si	-0.07	-0.0661	-0.1518
Si	0.0935	-0.211	-0.8381
Si	0.0276	-0.1608	-0.1234
Si	-0.1527	0.2639	-0.2021
Si	0.0632	0.1783	-0.1416
Si	0.0587	0.1014	-0.1265
Si	-0.0619	0.044	0.1928
Si	0.0299	-0.0901	0.251
Si	0.0206	-0.0707	-0.0192
Si	-0.0199	0.0335	-0.0086
As	-0.1287	-0.1756	0.251
Si	0.0169	0.0648	0.0314
Si	-0.0291	-0.022	0.0052
Si	0.0074	-0.0152	0.0091
Si	-0.0149	-0.0324	0.0065
Si	0.0203	0.0432	-0.0466
Si	0.0141	0.0365	-0.0532
Si	-0.0026	0.0362	-0.031
Si	-0.0319	-0.0186	-0.031
Si	-0.002	-0.0024	0.0558
Si	0.0295	-0.0343	0.0067
Si	0.0301	0.0364	0.0127
Si	-0.0033	0.0428	-0.029
Si	0.0037	0.0405	-0.0058
Si	0.0169	-0.0386	-0.0088
Si	0.0425	0.0239	-0.0362
Si	-0.005	-0.0511	-0.0131
Si	-0.0109	0.0348	-0.0035
Si	-0.0014	0.0465	0.0508
Si	-0.0224	0.0595	0.0436
Si	-0.0361	-0.0371	0.0034
Si	-0.0018	-0.0363	0.0431
Si	-0.0124	-0.0344	0.0391
Si	0.0158	0.0125	-0.0149
Si	0.033	0.0528	0.0926
Si	0.012	0.029	-0.0357
Si	0.0222	0.0222	0.0541
Si	0.0345	0.0166	-0.0065
Si	0.0187	-0.0365	-0.0821
Si	0.018	0.0157	0.0431
Si	-0.0198	-0.0009	0.0586
Si	-0.0464	0.0179	-0.035
Si	0.0121	-0.0297	-0.0017
Si	0.001	-0.0565	-0.0034
Si	-0.0075	-0.006	0.0117
Si	-0.007	0.0017	0.0659
Si	0.001	-0.0061	0.0109
Si	0.0048	0.0338	-0.0313
Si	-0.0023	-0.0007	0.0018
Si	0.0006	0.0101	0.0469
Si	0.0082	-0.0143	0.004
Si	-0.0014	0.0158	-0.0049
Si	0.0035	-0.0146	0.0203
Si	0.0003	0.0365	0.036
Si	-0.0188	0.0187	-0.0102
Si	0.0333	0.0231	0.0379
Si	-0.0171	-0.0134	-0.0179
Si	0.0339	-0.0057	0.0269
Si	-0.0042	-0.0215	-0.0031
Si	-0.0268	-0.0128	-0.0151
Si	0.0056	0.0081	0.0269
Si	-0.0262	0.014	0.0276
Si	0.0238	-0.0086	-0.0247
Si	0.0226	-0.0106	-0.0284
Si	-0.0065	0.0127	-0.0174
Si	-0.0176	0.0066	-0.0098
Si	-0.0011	0.0094	0.0117
Si	0.0128	0.0005	0.0095
Si	-0.0052	-0.0003	-0.0042
Si	0.0068	-0.0021	0.0037
Si	-0.0073	-0.0029	-0.0053
Si	-0.0025	0.001	0.0022
Si	0.0134	0.0063	-0.0053
Si	-0.0123	0.0252	0.0006
Si	0.0057	0.019	0.0097
Si	-0.0012	-0.0059	-0.0168
Si	-0.0028	-0.0038	-0.0075
Si	0.001	-0.0063	0.0036
Si	0.0047	0.0105	-0.0121
Si	0.0044	0.0193	-0.0162
Si	0.006	0.0112	-0.0112
Si	-0.0088	-0.0161	-0.0179
Si	0.0016	-0.0155	-0.0093
Si	-0.0086	-0.0081	0.0032
Si	0.0058	0.0106	-0.0112
Si	-0.003	0.0157	-0.0044
Si	0.0036	0.0157	-0.0052
Si	0.0054	-0.0217	-0.0095
Si	-0.0064	-0.0126	-0.0219
Si	-0.0041	-0.0122	-0.0172
Si	-0.0105	-0.0185	0.1137
Si	-0.003	-0.0025	0.1318
Si	0.0096	-0.0328	0.111
Si	0.0236	0.0087	0.1054
Si	-0.0269	0.0141	0.0843
Si	-0.0067	0.0241	0.1181
Si	0.0031	-0.0241	0.1033
Si	0.001	-0.006	0.0996
Si	-0.0127	-0.0375	0.1151
Si	0.0025	0.0253	0.1238
Si	-0.0089	0.0255	0.1056
Si	0.007	0.0364	0.1117
O	-0.0392	-0.0857	-0.1621
O	0.0341	0.0904	-0.1596
O	0.0018	0.0761	-0.2173
O	-0.0069	0.0553	-0.2357
O	0.0029	-0.0603	-0.2252
O	-0.0087	0.0691	-0.1409
O	-0.0268	-0.0873	-0.1686
O	-0.0548	-0.0428	-0.131
O	0.0372	0.0844	-0.1757
O	0.0524	-0.0554	-0.1465
O	-0.0202	-0.0845	-0.1669
O	0.0294	0.1015	-0.1879
O	0.0598	0.1471	0.2105
O	-0.0011	0.0707	0.2897
O	-0.0243	-0.1798	0.2628
O	-0.1029	0.0952	0.2789
O	-0.0243	0.1047	0.17
O	-0.025	-0.0853	0.2009
O	0.0562	-0.1328	0.1918
O	0.0035	-0.1334	0.169
O	-0.0376	0.0749	0.2612
O	0.0252	0.1258	0.2268
O	0.0478	-0.1794	0.3938
O	-0.0107	-0.0858	0.2877
Si	-0.0081	-0.0173	0.2414
Si	0.0733	-0.0023	-0.3017
Si	0.0188	-0.0055	-0.0622
Si	-0.0176	-0.0033	-0.0423
Si	0.0166	0.038	-0.1506
Si	-0.0326	-0.0697	-0.3848
Si	0.0133	0.0044	0.2707
Si	0.0119	-0.0343	0.1258
Si	0.0309	0.0076	-0.1208
Si	-0.0266	0.0015	-0.0252
Si	0.0298	-0.0171	0.1539
Si	0.0263	-0.0132	-0.3763
Si	0.0768	0.0317	-0.3459
Si	-0.0128	-0.0463	-0.1458
Si	0.0175	-0.0524	-0.4327
Si	-0.0484	-0.0118	-0.3932
Si	0.0376	0.0245	-0.3858
Si	0.0243	0.0428	-0.2606
Si	0.0088	0.016	0.003
Si	0.0045	0.033	0.1237
Si	0.0852	-0.024	-0.4963
Si	-0.0246	0.0275	-0.2427
Si	-0.0019	0.002	0.2717
Si	0.0181	-0.0023	-0.3827
Si	0.0044	-0.0083	0.1428
Si	-0.0328	0.0143	0.0973
Si	-0.0396	-0.0306	-0.3547
Si	0.027	0.0173	-0.1869
Si	0.0163	-0.0062	0.0119
Si	0.0107	-0.0115	0.2462
Si	-0.0216	0.0009	0.1029
Si	-0.0076	-0.007	0.2602
Si	-0.0289	0.0175	-0.4379
Si	-0.004	-0.0131	0.021
Si	-0.0195	-0.0041	0.2472
Si	-0.0119	0.0117	-0.4105
Si	-0.0376	-0.0027	-0.0208
Si	-0.0024	0.0063	0.2505
Si	-0.0249	-0.0183	-0.3225
O	0.0012	-0.0054	-0.0274
O	0.0199	-0.0103	-0.0882
O	-0.0169	0.0348	0.1246
O	-0.0554	-0.0914	0.2516
O	0.025	0.0288	0.0719
O	0.0223	-0.0473	-0.1357
O	0.0073	-0.0027	-0.0142
O	-0.0157	-0.0143	0.0328
O	-0.0068	0.0079	0.1082
O	0.0463	0.0447	0.3725
O	-0.0151	0.0216	-0.0458
O	-0.0219	0.0195	-0.0911
O	-0.0609	-0.0321	0.173
O	-0.0224	0.0085	-0.0332
O	-0.0499	0.0182	-0.1501
O	-0.0286	-0.0022	0.0858
O	0.0344	-0.0399	-0.1134
O	0.0157	0.0029	-0.032
O	0.0097	0.1151	0.1771
O	0.0662	-0.0302	0.2101
O	0.0059	-0.0029	-0.0219
O	0.0182	-0.0053	-0.084
O	-0.0036	0.0102	0.1482
O	-0.0214	-0.0098	0.0316
O	0.0105	0.0047	-0.0179
O	-0.0586	0.0064	0.0834
O	-0.0057	-0.0084	0.0331
O	-0.0011	0.0082	0.0342
O	-0.0547	-0.0777	0.2639
O	0.0074	-0.0286	0.0486
O	0.0386	-0.0015	0.0865
O	-0.0042	0.0085	-0.0361
O	-0.0179	0.0557	-0.1278
O	-0.0065	0.0146	0.0993
O	0.0243	0.0288	-0.0779
O	0.0059	-0.026	0.0757
O	-0.0064	0.0321	0.1214
O	0.0015	0.0072	-0.076
O	-0.0168	0.0021	0.0512
O	-0.0311	0.007	0.1222
O	0.0043	-0.0002	0.0122
O	0.0029	-0.0171	-0.0355
O	-0.0028	0.0033	-0.0092
O	0.0131	0.0272	0.0358
O	0.0413	0.0181	0.1308
O	-0.0177	0.0018	-0.0284
O	0.0127	-0.0053	-0.0398
O	0.0166	0.0116	0.0611
O	-0.0811	-0.0179	0.1527
O	-0.0115	-0.0624	0.1754
O	-0.0001	0.0063	-0.0412
O	0.0106	0.0042	-0.0374
O	-0.0126	-0.012	0.1316
O	0.0211	0.024	-0.1034
O	-0.0987	0.0442	0.2159
O	-0.0001	-0.0495	0.2234
O	0.002	0.0015	0.01
O	0.0012	0.002	-0.0022
O	0.0549	-0.0194	0.1723
O	0.0087	0.0112	0.0319
O	-0.0263	-0.0715	0.1369
O	0.0129	-0.0394	-0.0832
O	-0.0308	0.0723	0.1484
O	0.0827	0.0807	0.2165
O	-0.0353	0.0432	-0.1341
O	0.0869	0.0341	0.1766

The program warned: the cutoff lies below the one the program advises for these potential files; the forces do not sum to zero within the program's tolerance; the exchange-correlation potential is rough where the density is thin.
